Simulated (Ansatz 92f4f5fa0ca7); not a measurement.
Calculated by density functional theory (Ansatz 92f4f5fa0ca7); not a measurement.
Periodic cell of 222 atoms, Si131O89B2, from a study of silicon, its oxide and their interface. The atomic structure is a simulated model.
Doubt: the cutoff is far below the 930 eV that the study's wrapper takes by default for these files, so forces and energies are approximate.
This geometry differs little from another in the collection (a relaxation step or a small displacement).

Settings
functional: PBE
potential files: Ansatz PAW
basis: plane waves
wave-function cutoff: 580 eV
density cutoff ratio: 5
exchange-correlation grid ratio: 1
k mesh: 1 x 1 x 1, Gamma-centred
self-consistency stop: 5e-08 eV per atom in the density residual
occupations: fixed
spin: none
net charge: 0

Cell vectors (angstrom)
a	10.938	0	0
b	0	10.938	0
c	0	0	32.1988

Atoms and the computed forces on them: element, x, y, z (angstrom), force x, y, z (eV/angstrom)
Si	10.5941	0.2189	24.8745	0.0025	-0.0029	-0.0009
Si	5.7427	10.6728	24.7335	-0.0034	-0.0065	0.0144
Si	2.4878	2.8971	24.6199	-0.0006	-0.0005	-0.0022
Si	8.4321	2.4571	24.8519	0.0273	-0.0064	0.0035
Si	0.2898	5.1599	24.7497	0.007	0.0059	0.0136
Si	5.1537	5.7544	24.6961	0.0155	0.009	-0.0127
Si	2.9373	8.0131	24.5887	-0.0061	0.0035	-0.0098
Si	7.9497	8.4316	24.7368	-0.0088	-0.0029	-0.0058
Si	1.3403	1.3785	26.0357	-0.0117	0.0024	0.0089
Si	6.8443	1.3006	26.1243	0.0067	-0.0148	-0.0063
Si	4.0465	4.0973	25.9761	-0.0047	-0.0037	-0.0118
Si	9.6173	4.0636	26.0874	0.007	-0.0086	-0.0011
Si	1.4071	6.8242	25.9942	-0.0003	-0.0048	-0.0131
Si	6.7728	6.8514	26.0302	-0.0039	-0.0003	-0.0005
Si	4.1063	9.5345	25.9941	0.0016	0.0013	-0.0006
Si	9.471	9.5632	26.1527	0.0067	0.0127	0.0041
Si	2.7341	-0.0114	27.3472	0.0104	-0.0051	0.0329
Si	8.1636	-0.0256	27.5597	0.0072	0.0258	-0.087
Si	0.0195	2.7181	27.4873	-0.0169	-0.007	-0.0689
Si	5.4427	2.7434	27.3602	0.0069	-0.0024	0.0338
Si	2.735	5.4611	27.4202	-0.0204	-0.0012	-0.021
Si	8.1909	5.4696	27.3584	0.0015	0.0002	0.0329
Si	0.0018	8.1756	27.3717	0.0047	-0.0017	0.0297
Si	5.4412	8.1989	27.4472	0.0137	0.0196	-0.0355
Si	4.0864	1.367	28.7454	-0.0161	0.0013	-0.027
Si	9.5777	1.3573	28.8335	0.0155	-0.0033	0.061
Si	1.3692	4.1117	28.8058	0.0195	0.025	0.0499
Si	6.8323	4.0961	28.7463	-0.0069	0.0099	-0.0354
Si	4.097	6.8165	28.795	-0.0016	-0.0054	0.0402
Si	9.5637	6.8233	28.7547	-0.004	-0.006	-0.0258
Si	1.3732	9.557	28.7429	0.0015	0.0037	-0.0299
Si	6.7909	9.5467	28.8492	-0.054	-0.0243	0.0731
Si	0.0191	-0.0209	30.151	-0.0071	0.0021	0.001
Si	5.4431	0.0184	30.1599	0.0109	-0.0168	-0.0179
Si	2.7377	2.7332	30.1451	0.0058	-0.0074	-0.0015
Si	8.1963	2.7413	30.1493	-0.001	0.0008	-0.0083
Si	-0.0078	5.4737	30.1504	-0.0007	-0.003	-0.0144
Si	5.4782	5.4589	30.1442	0.0014	-0.0042	0.0018
Si	2.7311	8.2005	30.1411	-0.0025	-0.0004	-0.0045
Si	8.2093	8.1878	30.1535	0.0087	0.0086	-0.0074
Si	1.3673	1.3673	31.515	0.0681	-0.0355	-0.0056
Si	6.8362	1.3673	31.515	-0.029	0.0951	-0.0133
Si	4.1018	4.1018	31.515	0.0646	-0.0622	-0.0109
Si	9.5708	4.1018	31.515	-0.0683	0.054	-0.0036
Si	1.3673	6.8362	31.515	-0.0558	0.0691	-0.0512
Si	6.8362	6.8362	31.515	0.0442	-0.1068	0.0414
Si	4.1018	9.5708	31.515	-0.1623	0.0058	0.0029
Si	9.5708	9.5708	31.515	0.0448	-0.0726	0.0103
Si	2.7345	0	0.6835	0.0347	-0.043	0.1206
Si	8.2035	0	0.6835	-0.0484	0.0502	-0.0851
Si	0	2.7345	0.6835	-0.0602	-0.0252	0.0702
Si	5.469	2.7345	0.6835	0.1007	-0.0304	0.0139
Si	2.7345	5.469	0.6835	-0.028	0.1319	-0.1118
Si	8.2035	5.469	0.6835	0.0527	-0.0964	0.1026
Si	0	8.2035	0.6835	0.0862	-0.0879	-0.0099
Si	5.469	8.2035	0.6835	-0.0081	0.0406	0.0621
Si	4.124	1.3592	2.0524	-0.0167	-0.0018	0.0157
Si	9.5681	1.3547	2.0538	-0.0034	0.0142	-0.0105
Si	1.3692	4.1176	2.0388	0.0122	-0.0087	0.0099
Si	6.8483	4.0847	2.0577	-0.0037	0.0204	0.0021
Si	4.1046	6.8288	2.0544	-0.0074	0.0023	-0.0101
Si	9.5791	6.8356	2.0487	-0.0043	-0.0033	0.015
Si	1.38	9.5512	2.0519	-0.009	0.0131	0.007
Si	6.8293	9.5904	2.0503	0.0057	-0.0083	0.0032
Si	-0.0055	-0.0322	3.395	-0.0415	-0.0559	-0.0596
Si	5.4863	0.0109	3.4668	0.0277	-0.0018	0.0329
Si	2.7719	2.7707	3.3705	0.0309	0.0762	-0.075
Si	8.1919	2.698	3.4452	-0.0107	-0.0479	0.0329
Si	0.0162	5.4786	3.43	0.0256	0.0029	0.0139
Si	5.4829	5.465	3.4073	-0.014	-0.0063	-0.0297
Si	2.7645	8.2074	3.4447	0.0273	0.0006	0.0324
Si	8.2086	8.2232	3.3819	-0.0062	0.0311	-0.0605
Si	1.3919	1.3825	4.6328	0.0134	-0.0027	0.0719
Si	6.8464	1.3447	4.907	-0.0015	0.0123	-0.0382
Si	4.1516	4.0869	4.7965	-0.0069	-0.0251	0.0445
Si	9.5747	4.0823	4.7583	0.0011	0.0196	-0.0206
Si	1.4091	6.8335	4.8176	-0.0145	-0.0109	-0.003
Si	6.824	6.8909	4.7235	-0.0006	-0.0128	0.0261
Si	4.1355	9.5754	4.8477	-0.0105	-0.0121	-0.0442
Si	9.5541	9.5483	4.7908	0.0231	0.0118	0.0388
Si	2.7383	0.0958	6.0645	-0.006	-0.011	0.0052
Si	8.2043	-0.0676	6.2698	-0.0022	0.003	-0.0067
Si	0.0319	2.6748	6.0342	-0.0065	0.0097	-0.009
Si	5.4715	2.7229	6.2821	0.0042	0.0213	-0.0058
Si	2.8083	5.4774	6.1767	-0.0032	0.0046	-0.0214
Si	8.1716	5.4842	6.0297	-0.0019	-0.002	0.0089
Si	0.0095	8.1865	6.1602	0.0062	0.0067	-0.0066
Si	5.5307	8.222	6.2308	-0.0173	0.0023	-0.0034
Si	3.8311	1.5643	7.5844	0.0083	0.0153	0.0234
Si	9.8446	1.1444	7.4337	-0.0159	-0.025	0.0375
Si	1.6265	3.799	7.3129	0.037	0.0163	0.0361
Si	6.6401	4.427	7.4583	-0.0189	-0.0263	-0.0187
Si	4.3945	6.6407	7.5388	-0.003	-0.0247	0.0003
Si	9.3634	6.9419	7.4056	0.017	0.0015	0.023
Si	1.1371	9.9117	7.317	0.0016	-0.0357	0.0096
Si	7.1584	9.2185	7.6769	0.0204	0.0061	0.0452
O	8.3087	8.0766	7.9299	0.0014	0.0129	-0.0307
O	2.721	2.7345	7.9412	-0.0298	0.0052	-0.0059
O	9.5291	1.348	24.2875	-0.0093	0.0033	-0.0139
O	4.0569	6.8708	24.1178	-0.0036	-0.0075	0.0171
O	0.0277	0.0332	7.9588	-0.0071	0.0084	-0.0216
O	5.511	5.5105	8.0177	-0.0019	0.017	0.0137
O	6.8573	9.5618	24.201	0.0071	0.003	-0.0095
O	1.3745	4.0436	24.1584	0.0058	0.001	-0.0061
O	3.8525	7.3947	8.9256	0.0036	0.0023	-0.0048
O	0.8286	4.3678	8.6198	-0.0002	-0.0074	-0.0164
O	9.817	6.1578	8.7923	-0.004	0.0001	-0.0037
O	2.0705	9.3763	8.5546	-0.0003	0.0073	0.0001
O	7.5067	3.9477	8.7774	0.0057	0.0033	0.0029
O	4.2556	0.901	9.0497	0.0013	-0.0019	-0.0118
O	6.7203	9.537	9.2336	-0.0011	-0.0038	-0.0258
O	9.223	1.886	8.7693	0.0088	-0.0039	-0.0205
O	7.7102	3.1402	23.5515	-0.0126	-0.0026	0.0198
O	10.528	5.8515	23.4415	0.0018	-0.002	0.0019
O	5.0921	0.4105	23.3868	0.0042	0.0033	0.0059
O	5.8759	5.0972	23.3734	-0.0015	0.0005	-0.0053
O	3.1002	2.1725	23.2527	-0.001	0.0015	-0.0021
O	2.3033	8.7326	23.2199	0.0033	-0.0041	-0.0013
O	8.6402	7.7518	23.4023	-0.0031	0.0025	0.0024
O	0.2339	10.3342	23.5949	-0.0002	-0.0016	-0.003
Si	4.4051	1.5543	22.4557	-0.0034	-0.0028	-0.0018
Si	3.5304	8.0041	14.1903	0.002	-0.0042	-0.0054
Si	7.1514	0.9349	14.6007	-0.0029	0.0024	-0.0033
Si	0.9497	9.3705	22.5165	0.0008	0.007	0.0063
Si	1.1907	4.3108	11.8907	0.0023	0.0033	-0.0019
Si	6.3157	8.9959	15.5233	0.0058	0.0041	-0.0247
Si	0.6913	1.3479	12.2682	-0.0031	0.004	-0.005
Si	8.6166	4.9584	20.5285	-0.0053	0.0045	0.0009
Si	0.3155	5.6925	9.3855	-0.006	0.0004	0.0057
Si	5.0395	2.9372	17.7452	-0.008	0.0083	0.0025
Si	0.8643	3.7027	16.6815	-0.0061	-0.0008	-0.0024
Si	10.4023	2.8536	19.1787	0.0036	-0.0011	0.0005
Si	5.2945	1.2084	10.2935	-0.0029	0.0053	-0.0005
Si	0.9524	0.1922	19.8243	-0.0009	-0.0039	-0.0016
Si	6.6643	9.4861	10.8746	0.0014	-0.0028	0.0133
Si	9.3374	9.887	18.23	0.0239	0.0141	-0.0023
Si	9.423	9.2521	12.5671	-0.001	0.0025	-0.0021
Si	6.5785	3.8369	22.6208	0.003	-0.0008	0.0037
Si	2.4397	8.06	9.4172	-0.0074	0.0054	0.0013
Si	10.4223	7.382	17.1007	-0.0006	0.0075	-0.0013
Si	2.4341	6.2966	16.6565	0.0077	-0.0017	-0.0048
Si	10.1541	4.4653	14.1754	0.0005	-0.0006	-0.0013
B	6.4229	10.056	18.2752	-0.0061	0.0151	0.0154
Si	7.959	2.5783	9.5257	-0.0146	0.0059	0.0102
Si	8.8917	2.1286	12.3816	0.0076	0.0026	0.0009
B	5.0711	5.6976	17.6735	0.0046	-0.005	-0.0082
Si	3.9989	0.5667	19.4206	-0.0173	0.0074	0.0064
Si	4.2715	3.8948	11.9657	0.0016	0.0013	0
Si	5.5568	6.6616	12.227	-0.0007	-0.003	-0.0039
Si	7.9523	2.5428	17.1684	0.0014	-0.0087	-0.0015
Si	4.3452	2.3522	14.761	0.0011	0.0046	-0.0102
Si	1.5484	1.155	15.1874	0.0024	0.0045	-0.0003
Si	1.6184	9.3925	12.0863	-0.0057	0.003	-0.0073
Si	8.0511	6.8753	13.9724	0.0005	0.0001	-0.005
Si	10.4167	9.8474	15.4423	-0.0013	0.0076	-0.0031
Si	9.8289	7.0191	22.5558	0.005	0.0059	0.0004
Si	7.8548	5.5649	17.5134	0.0043	-0.0054	0.0099
O	6.0391	8.0152	11.3651	-0.0007	0.0069	-0.0024
O	6.1806	9.3462	17.1156	0.0036	0.001	0.0037
O	7.7654	1.2587	13.1364	0.0009	-0.0024	-0.0012
O	0.7799	1.6863	13.8608	-0.0016	0.0003	-0.0013
O	9.2059	6.2978	16.9433	-0.0027	0.0035	-0.0009
O	6.7795	6.2324	13.2053	0.0009	0.0007	0.0038
O	5.0179	4.4671	18.3081	0.0009	0.0037	-0.0057
O	9.196	2.2227	18.2069	0.0001	0.0009	-0.0034
O	2.4489	0.0258	19.1007	-0.0026	0.0062	-0.0009
O	9.4781	10.398	16.6714	-0.0021	-0.0021	0.0045
O	2.7862	4.5268	11.6519	-0.0041	0.0034	-0.002
O	5.3165	10.5753	18.9817	0.0229	-0.0088	-0.0157
O	9.3926	3.2682	13.4028	-0.0035	-0.0014	-0.0064
O	0.4795	1.7785	19.906	0.0019	-0.0016	-0.0062
O	3.1382	1.2433	14.8445	-0.0012	-0.0016	0.002
O	8.0472	5.438	19.1034	-0.0009	0.0017	-0.0109
O	3.8859	6.4015	17.4517	-0.0027	0.0021	0.0055
O	4.5341	3.0931	16.1979	-0.0001	-0.0011	0.0033
O	9.0855	5.6776	14.3394	0	0.0027	-0.0003
O	5.4533	2.7617	22.1682	0.004	0.0041	-0.0032
O	10.5672	4.0422	15.6861	0.0038	-0.003	-0.0037
O	0.3691	3.8343	18.2277	-0.003	-0.0004	-0.0023
O	10.5371	10.5375	19.1214	-0.0074	-0.003	-0.0097
O	9.7069	10.0887	13.9816	0.0012	0	-0.001
O	10.9165	8.1342	22.0804	-0.0028	-0.0017	-0.0023
O	1.2822	2.1426	16.452	0.0014	0.0009	-0.0001
O	9.7332	3.7722	20.3532	-0.0018	0.0034	-0.0007
O	7.8719	4.1182	16.7579	-0.0097	0.004	0.0036
O	0.005	9.0455	11.9386	0.0026	0.0009	0.0031
O	6.5132	2.2197	17.8862	0.0018	-0.0011	-0.0027
O	5.628	10.7763	11.1878	0.0005	0.0031	-0.0028
O	7.7641	10.1757	18.7233	-0.0102	-0.0087	-0.0164
O	10.0566	1.0512	11.9282	-0.0026	0.0042	0.0008
O	1.3113	6.9398	9.1441	0.0015	-0.0009	0.0019
O	0.6375	4.7287	13.3799	0.0019	0.0003	0
O	5.2306	5.1792	11.5459	-0.0007	0.0012	0.001
O	2.6771	7.113	15.2635	0.0002	0.0032	0.0023
O	1.0229	2.7306	11.4894	0.0001	-0.0005	0.0015
O	0.9417	10.609	15.5217	-0.0042	-0.0039	0.0003
O	2.4587	8.5605	10.9607	0.0009	-0.0014	-0.0056
O	4.7261	2.5166	11.1497	0.0029	-0.0062	-0.004
O	4.2128	3.4665	13.5637	-0.001	0.0005	0.0003
O	2.1168	4.7092	16.395	0.0036	0.0011	0.0008
O	10.5905	8.2404	15.7031	0.0009	-0.0001	0.0021
O	7.0102	10.268	14.7817	-0.0078	0.0017	0.0113
O	2.4129	8.9995	13.4784	0.0002	0.0015	0.0027
O	8.0186	1.6552	15.7942	-0.0031	0.0018	0.0013
O	4.195	7.0537	13.0418	-0.0012	0.001	0.0037
O	4.0591	1.9887	18.6178	0.004	-0.0031	-0.0044
O	7.3197	4.3861	21.3039	-0.0033	-0.0042	0.0093
O	8.3508	2.9106	11.0648	-0.0017	-0.0012	-0.0011
O	1.0331	6.8477	17.3943	-0.0049	0.0048	0
O	5.6486	1.4719	14.509	0.0055	-0.0008	0.0016
O	8.1799	9.7457	11.5546	-0.003	0.0019	-0.004
O	9.2261	6.2811	21.247	0.0009	0.0005	0.0008
O	8.9287	7.7726	12.9672	0.0008	-0.0005	0.0007
O	1.6714	0.0964	11.8848	-0.0001	0.0026	0
O	6.3197	6.2142	17.3098	-0.0165	-0.0047	0.0022
O	7.3743	7.7618	15.2004	0.0001	-0.0015	0.0071
O	1.2075	10.3312	21.2306	-0.0014	-0.002	-0.001
O	9.7941	8.3136	18.2896	-0.0006	-0.0003	0.0019
O	4.0271	0.856	21.0355	0.0004	0.0081	0.0047
O	0.2732	5.2823	10.9498	-0.001	0.0018	-0.0055
O	6.6924	1.5673	9.5295	0.0048	0.0032	-0.0067
O	4.7945	8.7559	14.9375	-0.0016	0.0034	0.0038

Results
free energy: -134207.105 eV
free energy less fixed offsets of B -154.04, O -568.88, Si -635.61 eV per atom: -3.795 eV

The program warned: the cutoff lies below the one the program advises for these potential files; the forces do not sum to zero within the program's tolerance; the exchange-correlation potential is rough where the density is thin.
